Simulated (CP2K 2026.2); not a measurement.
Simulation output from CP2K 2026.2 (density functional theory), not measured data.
Periodic cell of 1152 atoms, Si864O288, from a study of silicon, its oxide and their interface. The atomic structure is a simulated model.
Doubt: the forces sum to 2.16 eV/angstrom along one axis rather than to zero, so they err by at least 0.0019 eV/angstrom per atom on average; the grid cutoff is modest.

Settings
functional: PBE
method: Gaussian and plane waves
basis set: DZVP-MOLOPT-SR-GTH
pseudopotentials: GTH-PBE
grid cutoff: 350 Ry, relative cutoff 50 Ry
k points: Gamma only
occupations: fixed
spin: none
net charge: 0

Cell vectors (angstrom)
a 32.64 0 0
b 0 16.32 0
c 1.0565 -3.4928 38.8993

Atoms: element, x, y, z (angstrom)
Si 1.3158 14.9515 0.4345
Si 3.9194 1.2602 0.1105
Si 1.2804 4.372 0.1473
Si 3.948 7.1278 0.0832
Si 1.6118 9.2382 0.0487
Si 4.4506 9.1832 38.8513
Si 8.1463 11.2132 38.7488
Si 9.3255 1.8214 0.0584
Si 6.9143 3.8951 0.0384
Si 9.176 7.27 0.0577
Si 6.9709 9.4539 0.2452
Si 9.3082 12.4697 0.0922
Si 13.6506 11.4014 38.7727
Si 15.6207 -1.6325 38.8927
Si 12.4193 4.1081 0.2824
Si 14.5905 7.1434 0.33
Si 12.4287 9.4243 0.1921
Si 14.7489 12.5554 0.0785
Si 17.6114 14.9383 0.1368
Si 21.8666 -2.6442 38.8216
Si 17.8523 4.1006 0.0213
Si 19.8528 7.0757 0.0634
Si 17.7584 9.4481 0.2122
Si 21.7645 8.4851 38.8868
Si 23.0055 14.9067 0.0016
Si 26.7532 -2.0223 38.798
Si 24.4885 0.1665 38.8127
Si 27.1165 3.1254 38.8317
Si 22.8965 9.7138 0.0933
Si 26.1051 11.7187 0.1528
Si 28.9751 14.6207 0.1279
Si 31.8244 0.8395 0.0474
Si 28.309 4.408 0.0137
Si 31.404 6.3521 0.0698
Si 28.3102 9.5249 0.2061
Si 31.1359 12.414 0.0279
Si 2.7776 -0.0513 1.641
Si 5.3186 2.7514 1.3321
Si 2.8182 5.5327 1.4244
Si 5.4202 8.2581 1.4957
Si 2.6127 10.9327 1.3712
Si 5.3371 13.625 1.1152
Si 8.1991 0.0312 1.1799
Si 10.8288 2.8827 1.49
Si 8.0915 5.5426 1.2956
Si 10.7877 8.2944 1.4344
Si 8.18 10.974 1.5038
Si 10.9267 13.746 1.2173
Si 13.5957 0.1444 1.3027
Si 16.2828 2.848 1.2694
Si 13.5785 5.5433 1.6533
Si 16.2608 8.2391 1.5253
Si 13.6122 10.9941 1.4277
Si 16.3427 13.5469 1.4801
Si 19.0891 -0.0223 1.3246
Si 21.822 2.5646 1.2236
Si 18.979 5.4771 1.5151
Si 21.6887 8.0738 1.2327
Si 19.0627 10.9593 1.3824
Si 21.7915 13.5008 1.4008
Si 24.5648 16.1933 1.2322
Si 27.239 2.6769 1.2101
Si 24.4925 5.3597 1.1925
Si 27.1242 8.0386 1.494
Si 24.4764 10.7459 1.4971
Si 27.2835 13.4427 1.302
Si 30.1064 -0.1029 1.3984
Si 0.1473 2.617 1.3153
Si 29.8603 5.3612 1.4977
Si 32.5782 8.0968 1.2462
Si 29.9395 10.8156 1.3231
Si 32.5549 13.513 1.5607
Si 1.4155 1.3905 2.853
Si 4.0945 4.1196 2.7791
Si 1.3217 6.8164 2.713
Si 4.0369 9.6433 2.765
Si 1.2936 12.1578 2.8453
Si 4.1779 14.8696 2.7859
Si 6.7647 1.3451 2.603
Si 9.4466 4.2419 2.7698
Si 6.7625 6.8246 2.7699
Si 9.5183 9.629 2.8564
Si 6.6686 12.3171 2.6578
Si 9.54 15.048 2.6321
Si 12.1881 1.4019 2.732
Si 15.014 4.1333 2.8183
Si 12.1101 6.9013 2.84
Si 14.9336 9.637 2.836
Si 12.2032 12.367 2.6961
Si 14.9736 15.0687 2.689
Si 17.6887 1.4188 2.6071
Si 20.4623 4.0079 2.6191
Si 17.6045 6.8195 2.851
Si 20.4008 9.4876 2.6874
Si 17.7068 12.2278 2.8144
Si 20.3957 14.898 2.716
Si 23.182 1.244 2.6419
Si 25.8703 4.0328 2.6261
Si 23.0963 6.7093 2.5781
Si 25.7864 9.3842 2.849
Si 23.1615 12.1946 2.7853
Si 25.9193 14.8644 2.6223
Si 28.6319 1.3244 2.5996
Si 31.3068 3.9305 2.6932
Si 28.5618 6.7617 2.8268
Si 31.2943 9.467 2.6789
Si 28.5942 12.1467 2.7516
Si 31.286 14.9113 2.9097
Si 32.6752 -0.0037 4.172
Si 2.7518 2.7684 4.1636
Si 32.6351 5.3836 4.0479
Si 2.6786 8.1996 4.0778
Si 32.5925 10.7898 4.1516
Si 2.7291 13.5512 4.1148
Si 5.4915 0.0002 4.0847
Si 8.0986 2.7488 4.0187
Si 5.4414 5.4598 4.1428
Si 8.1376 8.2001 4.1241
Si 5.4128 10.9554 4.1216
Si 8.1241 13.6738 3.985
Si 10.8471 0.0421 4.0874
Si 13.5939 2.7412 4.0881
Si 10.8086 5.5161 4.1866
Si 13.5437 8.2478 4.144
Si 10.8989 11.0001 4.1351
Si 13.5927 13.7011 4.0558
Si 16.3528 0.0699 4.0427
Si 19.058 2.7225 4.014
Si 16.3115 5.4578 4.2158
Si 19.0415 8.1783 4.1069
Si 16.337 10.9137 4.183
Si 19.0494 13.6047 4.1319
Si 21.7898 -0.0545 4.0393
Si 24.5057 2.6645 3.9981
Si 21.7866 5.3737 4.0043
Si 24.395 8.0252 4.0947
Si 21.7617 10.8257 4.0913
Si 24.5384 13.5859 4.0682
Si 27.2471 -0.0445 3.978
Si 29.926 2.6417 4.0713
Si 27.1808 5.3613 4.0894
Si 29.9393 8.151 4.1029
Si 27.203 10.8024 4.1067
Si 29.8851 13.5325 4.1669
Si 1.3465 -1.3096 21.7374
Si 4.0877 1.3753 21.7388
Si 1.3578 4.1064 21.7813
Si 4.0787 6.8055 21.7682
Si 1.3342 9.4913 21.7452
Si 4.048 12.2414 21.6757
Si 6.8058 -1.3293 21.698
Si 9.5219 1.3676 21.7116
Si 6.8038 4.104 21.7616
Si 9.5473 6.784 21.7819
Si 6.8012 9.5203 21.7471
Si 9.5122 12.2168 21.7149
Si 12.2638 -1.3998 21.7039
Si 14.9937 1.3802 21.7431
Si 12.2627 4.0931 21.7892
Si 14.9772 6.7802 21.7887
Si 12.238 9.4882 21.7631
Si 14.9655 12.21 21.7485
Si 17.7127 -1.3595 21.7103
Si 20.4062 1.3795 21.7663
Si 17.6904 4.0743 21.7927
Si 20.3503 6.7834 21.7741
Si 17.6946 9.5035 21.7865
Si 20.4373 12.2128 21.754
Si 23.1515 -1.347 21.7553
Si 25.8401 1.357 21.7481
Si 23.1109 4.0824 21.7432
Si 25.8194 6.7512 21.7442
Si 23.0935 9.5141 21.7419
Si 25.8453 12.2666 21.7304
Si 28.5701 -1.3057 21.7196
Si 31.2774 1.4035 21.7889
Si 28.5708 4.0837 21.7939
Si 31.2722 6.7862 21.7766
Si 28.5655 9.5074 21.7285
Si 31.2972 12.2525 21.7164
Si 2.6662 0.0943 23.1013
Si 5.4672 2.7073 23.1025
Si 2.7435 5.4363 23.1474
Si 5.416 8.1959 23.115
Si 2.7066 10.8753 23.0456
Si 5.3944 13.6338 22.9764
Si 8.1615 0.0272 23.0761
Si 10.8787 2.6991 23.0843
Si 8.1867 5.4276 23.1406
Si 10.89 8.144 23.1656
Si 8.1706 10.8688 23.1042
Si 10.87 13.5777 23.0478
Si 13.6704 -0.0619 23.0213
Si 16.3279 2.73 23.163
Si 13.6268 5.4395 23.1878
Si 16.3304 8.1427 23.1489
Si 13.58 10.8593 23.1096
Si 16.407 13.5433 23.042
Si 19.0053 0.0375 23.0925
Si 21.7804 2.7364 23.1267
Si 19.018 5.4291 23.1915
Si 21.6944 8.1729 23.0981
Si 19.0951 10.8464 23.1378
Si 21.8204 13.5753 23.0855
Si 24.493 0.0206 23.1448
Si 27.1879 2.7103 23.1122
Si 24.4368 5.426 23.1343
Si 27.2326 8.0804 23.0511
Si 24.4889 10.8747 23.0541
Si 27.1883 13.6898 23.0582
Si 29.9048 0.0395 23.1259
Si 32.6244 2.7817 23.1665
Si 29.9403 5.4343 23.184
Si 32.6254 8.1361 23.1394
Si 29.9249 10.901 23.0525
Si 32.6504 13.621 23.0775
Si 1.3561 1.4827 24.5521
Si 4.1013 4.021 24.4805
Si 1.3903 6.796 24.522
Si 4.0311 9.5694 24.4689
Si 1.3681 12.225 24.3999
Si 4.0482 -1.3217 24.3293
Si 6.857 1.4007 24.4854
Si 9.5233 4.0084 24.5164
Si 6.8152 6.8514 24.4351
Si 9.5289 9.5183 24.528
Si 6.7149 12.2663 24.3224
Si 9.4983 -1.3843 24.3781
Si 12.2564 1.2499 24.3248
Si 14.9896 4.0811 24.5667
Si 12.2656 6.8054 24.5571
Si 14.9482 9.5084 24.476
Si 12.1897 12.2245 24.438
Si 15.0951 -1.3927 24.3553
Si 17.6548 1.3569 24.5491
Si 20.4111 4.0503 24.5201
Si 17.6597 6.806 24.5795
Si 20.4163 9.5039 24.5698
Si 17.7418 12.2111 24.4613
Si 20.4058 -1.3491 24.3361
Si 23.1347 1.3917 24.5035
Si 25.7909 4.0229 24.4737
Si 23.0064 6.8001 24.4368
Si 25.8538 9.4425 24.315
Si 23.2173 12.2492 24.4765
Si 25.8946 -1.2893 24.515
Si 28.547 1.4006 24.521
Si 31.3124 4.1236 24.6105
Si 28.517 6.7436 24.5181
Si 31.2154 9.5143 24.4457
Si 28.5688 12.3281 24.3343
Si 31.3053 -1.3244 24.432
Si 32.6112 0.0676 25.8188
Si 2.7134 2.8349 26.0123
Si 32.7282 5.4513 26.0012
Si 2.7294 8.2126 25.8728
Si 32.6335 10.8934 25.7444
Si 2.7397 13.6013 25.6884
Si 5.3804 0.0627 25.6764
Si 8.2295 2.6188 25.9992
Si 5.5427 5.3708 25.7105
Si 8.1005 8.2013 25.8857
Si 5.3848 10.9737 25.7692
Si 8.0291 13.6468 25.6503
Si 10.9351 -0.1269 25.7099
Si 13.6136 2.5451 25.7046
Si 10.9032 5.3885 25.8484
Si 13.5765 8.2246 25.9389
Si 10.8474 10.924 25.9199
Si 13.7229 13.5545 25.6029
Si 16.3631 -0.127 25.8941
Si 19.0488 2.7133 25.9053
Si 16.2645 5.4964 26.0154
Si 19.0636 8.1407 25.9839
Si 16.3963 10.8255 25.7914
Si 19.1227 13.6156 25.7416
Si 21.7064 0.0091 25.7172
Si 24.4558 2.7212 25.9426
Si 21.7011 5.4649 25.8971
Si 24.4531 8.1318 25.6764
Si 21.864 10.8662 25.8516
Si 24.5991 13.6384 25.8624
Si 27.1784 0.0944 25.9559
Si 29.8876 2.7705 25.9192
Si 27.1418 5.347 25.8532
Si 29.8462 8.1344 25.8532
Si 27.2129 10.8779 25.5351
Si 29.9121 13.6548 25.7537
Si 1.5901 -1.1562 26.9432
Si 3.8442 1.1174 27.1041
Si 1.7662 4.507 27.4817
Si 4.0635 6.6075 26.9669
Si 1.0398 9.338 27.1277
Si 4.3369 12.6195 27.0966
Si 6.5117 -1.4588 26.9737
Si 9.9101 1.327 27.2057
Si 7.1276 4.3731 27.1634
Si 9.3387 6.6177 27.0994
Si 6.8839 9.8462 27.1465
Si 9.0704 12.0821 26.9857
Si 12.5165 -1.3518 26.938
Si 14.6365 0.9158 27.086
Si 12.0315 3.6481 26.9738
Si 15.1036 7.1547 27.3591
Si 12.5539 9.9148 27.2564
Si 14.8644 12.0761 26.9846
Si 18.0276 -1.2472 27.2109
Si 20.1798 1.0567 27.1709
Si 17.9449 4.3523 27.1918
Si 20.1966 6.5715 27.3607
Si 17.4429 9.2879 27.2373
Si 20.7795 12.58 27.0053
Si 22.9345 -1.4838 26.9863
Si 26.0071 1.6532 27.3781
Si 23.2388 4.2976 27.2053
Si 25.4494 6.4918 26.979
Si 23.552 9.7615 27.0784
Si 25.8158 11.9725 27.0131
Si 28.8635 -1.059 27.1091
Si 31.0766 1.2068 27.192
Si 28.277 3.842 27.288
Si 31.4999 7.0777 27.1239
Si 28.6872 9.8333 26.9871
Si 31.0229 12.0236 26.9995
Si 5.1027 0.1888 34.8154
Si 9.7289 -0.2933 30.0334
Si 3.4405 1.7432 32.7761
Si 33.1333 2.594 32.3471
Si 3.4935 12.3311 30.103
Si 3.2074 -0.8424 36.9035
Si 6.9006 0.0493 29.6979
Si 12.7892 1.0287 34.5798
Si 11.2467 10.3892 29.8883
Si 16.5967 13.2488 29.3656
Si 9.5354 8.1452 29.7287
Si 11.9355 13.1797 33.489
Si 21.3706 13.2852 32.3848
Si 9.9478 3.7976 31.1573
Si 20.038 9.8078 36.717
Si 13.7601 7.0935 32.8872
Si 10.5898 1.2449 32.4817
Si 14.8704 -2.7933 33.5395
Si 24.1087 -1.4889 32.1789
Si 18.1808 10.5901 30.066
Si 20.0291 -1.4616 37.0141
Si 14.8939 1.6753 30.0447
Si 22.5303 5.749 32.3388
Si 25.9392 10.0056 36.9701
Si 31.2662 1.3773 36.6753
Si 24.6634 -0.3749 29.2305
Si 27.2622 -1.4583 29.6335
Si 29.5815 5.9031 29.2613
Si 27.6065 11.1893 29.3022
Si 27.0217 -2.4926 32.2956
Si 30.4899 12.4314 29.8742
Si 1.7107 4.7626 30.6054
Si 6.4672 4.8486 32.3611
Si 33.4231 7.009 36.8285
Si 1.6806 -1.5032 29.9205
Si 1.2841 7.572 31.7413
Si 5.7231 12.2017 32.1877
Si 13.0765 9.4418 34.6473
Si 31.3875 8.561 32.8853
Si 11.0492 -0.6533 36.3475
Si 3.6563 4.611 32.8455
Si 4.7576 8.2138 35.8427
Si 2.282 9.7197 29.8289
Si 4.0799 0.5672 30.0497
Si 6.993 7.6262 31.2263
Si 15.4435 4.8889 34.2128
Si 17.78 6.5505 34.1318
Si 7.0044 -1.9924 33.999
Si 19.4265 -1.217 34.0697
Si 11.7186 2.0351 37.0146
Si 14.5469 6.1113 30.1973
Si 20.8101 11.871 29.9074
Si 15.8396 -0.9225 31.4201
Si 16.6555 3.4064 36.4036
Si 22.6609 2.5732 32.1337
Si 27.5204 0.266 32.0746
Si 21.1545 7.4855 30.3082
Si 23.0198 9.8223 30.0287
Si 10.8577 10.4779 32.7984
Si 9.7761 -1.1667 33.8469
Si 17.9779 0.797 32.3217
Si 23.8578 1.7283 36.2145
Si 19.2829 3.4301 31.3543
Si 6.5541 12.6578 36.6271
Si 20.0631 10.842 33.7661
Si 25.9209 9.58 31.271
Si 21.606 2.7258 29.4547
Si 29.1104 2.8344 31.885
Si 30.6862 5.5409 36.5267
Si 30.8761 3.1762 34.389
Si 26.8009 7.0383 29.5941
Si 7.0851 3.2403 29.9472
Si 31.3929 -1.1867 31.0739
Si 29.5446 7.5236 34.669
Si 5.4234 10.7923 34.6421
Si 16.7944 3.9998 29.972
Si 2.479 6.8306 34.3307
Si 7.6766 10.1519 32.8706
Si 7.3163 6.7983 36.3576
Si 6.6208 2.1065 36.6777
Si 13.4706 12.2821 35.7023
Si 9.8703 6.3976 35.0405
Si 7.8848 4.2585 35.0085
Si 10.6647 6.6684 32.2364
Si 15.6155 1.985 34.0685
Si 17.5223 12.6261 34.2107
Si 5.0635 8.3635 29.1723
Si 12.0598 7.4699 36.7746
Si 19.3239 2.5048 36.71
Si 17.3213 -3.149 37.1178
Si 20.2996 5.0241 33.9052
Si 27.0253 5.1518 31.6113
Si 10.822 13.3827 29.0759
Si 12.7364 3.7604 29.8315
Si 21.2379 2.4186 34.6638
Si 29.49 6.7007 31.9973
Si 24.8094 0.9812 33.5293
Si 25.1932 4.4165 36.7784
Si 25.2113 5.8455 33.9187
Si 31.2022 1.5839 30.1879
Si 17.6296 7.7506 36.8264
Si 28.9291 12.3811 34.0168
Si 31.3634 -2.2764 33.7488
Si 28.0757 12.2306 37.0054
Si 32.8765 -1.2047 36.2996
Si 26.5872 8.6933 34.2489
Si 18.883 8.5927 32.0319
Si 31.2789 11.3764 32.5076
Si 1.398 14.9403 5.4808
Si 4.1126 1.3546 5.4518
Si 1.3551 4.101 5.4812
Si 4.0519 6.8384 5.4448
Si 1.343 9.4888 5.5049
Si 4.0649 12.2484 5.5188
Si 6.8386 14.9948 5.4531
Si 9.4834 1.4179 5.4154
Si 6.7876 4.076 5.4654
Si 9.4714 6.8648 5.5294
Si 6.7738 9.5675 5.4565
Si 9.4697 12.3263 5.4199
Si 12.2198 15.008 5.444
Si 14.9689 1.3853 5.4359
Si 12.2233 4.1116 5.4478
Si 14.9117 6.8458 5.4868
Si 12.2237 9.6145 5.5039
Si 14.9477 12.3233 5.4482
Si 17.68 15.0022 5.4318
Si 20.411 1.3357 5.3773
Si 17.7245 4.0659 5.4549
Si 20.4206 6.7593 5.3931
Si 17.6929 9.5233 5.496
Si 20.4148 12.2141 5.4514
Si 23.1517 14.9332 5.4195
Si 25.8729 1.3136 5.3641
Si 23.1459 4.0275 5.3811
Si 25.8089 6.7147 5.4435
Si 23.1006 9.4549 5.449
Si 25.8556 12.2015 5.4414
Si 28.5346 14.9396 5.4502
Si 31.2698 1.328 5.4846
Si 28.5647 4.0164 5.4267
Si 31.2868 6.7518 5.43
Si 28.5683 9.4799 5.4756
Si 31.263 12.1867 5.4965
Si 2.7447 0.0034 6.8215
Si 5.44 2.7205 6.8294
Si 2.7154 5.467 6.8243
Si 5.4196 8.1887 6.8105
Si 2.7029 10.8696 6.8483
Si 5.4549 13.6349 6.8145
Si 8.1729 0.0413 6.8129
Si 10.8619 2.7466 6.7957
Si 8.1331 5.4496 6.8361
Si 10.8648 8.2249 6.8429
Si 8.1491 10.9296 6.7993
Si 10.856 13.647 6.7991
Si 13.5996 0.0308 6.7974
Si 16.3332 2.7265 6.8025
Si 13.5717 5.4636 6.827
Si 16.3118 8.1719 6.833
Si 13.6125 10.9498 6.8318
Si 16.3195 13.6532 6.8067
Si 19.0594 0.0117 6.7847
Si 21.7658 2.6951 6.7495
Si 19.072 5.4325 6.7978
Si 21.7448 8.1127 6.8025
Si 19.0503 10.8869 6.833
Si 21.787 13.5787 6.7883
Si 24.5037 -0.0133 6.7641
Si 27.2014 2.6633 6.7767
Si 24.4646 5.3713 6.802
Si 27.1799 8.1049 6.7877
Si 24.4786 10.8366 6.7833
Si 27.1851 13.5776 6.8127
Si 29.9068 -0.0367 6.8202
Si 32.6304 2.7181 6.8176
Si 29.9097 5.4044 6.786
Si 32.6255 8.1104 6.8286
Si 29.9045 10.8435 6.852
Si 32.6471 13.5734 6.8163
Si 1.3611 1.3584 8.1656
Si 4.073 4.0899 8.1702
Si 1.355 6.7925 8.2009
Si 4.0729 9.5247 8.1958
Si 1.3517 12.2314 8.1971
Si 4.0945 14.9727 8.1867
Si 6.8039 1.3727 8.1849
Si 9.5155 4.099 8.1759
Si 6.7733 6.8194 8.1746
Si 9.4991 9.573 8.1828
Si 6.7967 12.2684 8.1773
Si 9.5227 15.0009 8.1767
Si 12.233 1.386 8.1536
Si 14.9631 4.095 8.1545
Si 12.2218 6.8337 8.18
Si 14.9625 9.5564 8.1757
Si 12.2205 12.2857 8.1685
Si 14.9518 14.9927 8.1688
Si 17.6917 1.361 8.1547
Si 20.4246 4.0584 8.1411
Si 17.6892 6.7911 8.1557
Si 20.4026 9.4967 8.1653
Si 17.6774 12.2659 8.1579
Si 20.416 14.9525 8.1356
Si 23.1289 1.3437 8.1221
Si 25.8435 4.0274 8.1472
Si 23.1179 6.7608 8.1522
Si 25.8384 9.4859 8.1496
Si 23.13 12.2091 8.1506
Si 25.8292 14.9452 8.1573
Si 28.5522 1.3313 8.1667
Si 31.2687 4.0704 8.1712
Si 28.549 6.762 8.1518
Si 31.2737 9.4822 8.1857
Si 28.5478 12.2266 8.1793
Si 31.28 14.9337 8.1699
Si 32.6384 -0.0089 9.5192
Si 2.7153 2.7233 9.5269
Si 32.6288 5.4257 9.5381
Si 2.7136 8.1617 9.549
Si 32.629 10.8606 9.5393
Si 2.7236 13.6041 9.534
Si 5.4468 0.0128 9.5448
Si 8.1625 2.7356 9.537
Si 5.4283 5.4499 9.5352
Si 8.1464 8.1826 9.524
Si 5.4394 10.8977 9.5349
Si 8.1633 13.6271 9.5304
Si 10.8886 0.0274 9.5326
Si 13.6011 2.7365 9.5145
Si 10.8721 5.4613 9.5332
Si 13.6007 8.1852 9.5254
Si 10.8765 10.9147 9.5349
Si 13.5943 13.6282 9.5265
Si 16.3273 0.0139 9.5218
Si 19.0516 2.7184 9.5085
Si 16.3259 5.4418 9.5186
Si 19.038 8.1509 9.5235
Si 16.3281 10.904 9.5283
Si 19.0508 13.6096 9.5111
Si 21.7711 -0.0086 9.4967
Si 24.4757 2.6904 9.51
Si 21.7636 5.4162 9.5189
Si 24.4755 8.1316 9.5082
Si 21.7655 10.8604 9.5152
Si 24.4758 13.5799 9.5142
Si 27.1916 -0.0232 9.5233
Si 29.9099 2.7029 9.5206
Si 27.191 5.4045 9.5095
Si 29.9015 8.1274 9.5264
Si 27.1874 10.855 9.5196
Si 29.9166 13.5824 9.5323
Si 1.3578 14.9608 10.887
Si 4.0779 1.3709 10.8914
Si 1.3548 4.0736 10.8922
Si 4.0743 6.8025 10.9007
Si 1.354 9.5183 10.9036
Si 4.0789 12.2482 10.8967
Si 6.8039 14.9726 10.8996
Si 9.5234 1.3765 10.8937
Si 6.7976 4.094 10.8898
Si 9.5098 6.8208 10.8842
Si 6.7962 9.5359 10.8932
Si 9.5194 12.2669 10.8948
Si 12.2433 14.9829 10.8928
Si 14.9626 1.3733 10.8765
Si 12.242 4.0945 10.8792
Si 14.9645 6.8112 10.8729
Si 12.2378 9.5405 10.8835
Si 14.9577 12.2583 10.8801
Si 17.687 14.965 10.8746
Si 20.4093 1.3512 10.8636
Si 17.6881 4.077 10.8724
Si 20.4023 6.7855 10.8741
Si 17.6832 9.5248 10.877
Si 20.4042 12.2337 10.8668
Si 23.1182 14.9482 10.8685
Si 25.8341 1.3409 10.8785
Si 23.1253 4.0601 10.8743
Si 25.8369 6.776 10.8692
Si 23.1232 9.4994 10.8737
Si 25.8343 12.2223 10.8773
Si 28.5558 14.9456 10.8842
Si 31.2757 1.3494 10.8783
Si 28.553 4.0624 10.881
Si 31.2693 6.7867 10.8921
Si 28.5506 9.5012 10.8806
Si 31.2723 12.2251 10.8931
Si 2.7175 0.0041 12.2448
Si 5.44 2.7306 12.2481
Si 2.7128 5.4393 12.2508
Si 5.439 8.1687 12.249
Si 2.7178 10.8847 12.2526
Si 5.4412 13.6085 12.2528
Si 8.1657 0.0132 12.2534
Si 10.8875 2.7346 12.2463
Si 8.1595 5.4539 12.2461
Si 10.8797 8.1738 12.2398
Si 8.1628 10.8943 12.2476
Si 10.8857 13.6186 12.2515
Si 13.6104 0.0145 12.2467
Si 16.3264 2.724 12.2367
Si 13.6061 5.4504 12.2347
Si 16.3231 8.1656 12.236
Si 13.6033 10.8934 12.2412
Si 16.3263 13.6078 12.2379
Si 19.0478 0.0007 12.2328
Si 21.7618 2.7076 12.2327
Si 19.0431 5.4336 12.2373
Si 21.7604 8.1464 12.2348
Si 19.046 10.8795 12.2344
Si 21.7596 13.5923 12.2316
Si 24.4754 -0.0159 12.2357
Si 27.1918 2.706 12.2381
Si 24.4783 5.4249 12.2353
Si 27.1904 8.1416 12.2351
Si 24.4759 10.864 12.2372
Si 27.1949 13.5832 12.2373
Si 29.9148 -0.0079 12.2388
Si 32.6324 2.7112 12.242
Si 29.909 5.4262 12.2442
Si 32.6296 8.1525 12.2501
Si 29.9095 10.8641 12.2439
Si 32.636 13.5958 12.2419
Si 1.3554 1.3602 13.6029
Si 4.0791 4.0864 13.6074
Si 1.3541 6.7987 13.6082
Si 4.0788 9.5242 13.6077
Si 1.3552 12.2434 13.6068
Si 4.0782 14.9683 13.6066
Si 6.8014 1.3722 13.6074
Si 9.5238 4.0924 13.6024
Si 6.8014 6.8107 13.6063
Si 9.524 9.5306 13.6032
Si 6.8023 12.2482 13.6087
Si 9.5254 14.9727 13.6116
Si 12.2477 1.3716 13.6048
Si 14.9653 4.0863 13.594
Si 12.2425 6.807 13.5933
Si 14.963 9.5254 13.5957
Si 12.2472 12.251 13.6045
Si 14.97 14.9666 13.6019
Si 17.6867 1.3599 13.5944
Si 20.4034 4.0708 13.594
Si 17.683 6.7999 13.5923
Si 20.4025 9.5136 13.5927
Si 17.6845 12.2397 13.5942
Si 20.4026 14.9552 13.5928
Si 23.1202 1.3506 13.5943
Si 25.8374 4.0708 13.5984
Si 23.1193 6.7875 13.5962
Si 25.8354 9.5049 13.5973
Si 23.1178 12.2308 13.5929
Si 25.8375 14.9473 13.5939
Si 28.5557 1.3527 13.5977
Si 31.2748 4.073 13.6
Si 28.5519 6.7912 13.6005
Si 31.272 9.5137 13.6076
Si 28.5533 12.2282 13.6007
Si 31.2754 14.9562 13.599
Si 32.6333 0.0008 14.9579
Si 2.7146 2.7253 14.9587
Si 32.6328 5.436 14.9605
Si 2.7183 8.1617 14.9626
Si 32.6346 10.8795 14.9615
Si 2.7159 13.6066 14.9625
Si 5.439 0.011 14.9631
Si 8.1654 2.7314 14.9635
Si 5.4421 5.4483 14.9624
Si 8.1663 8.1674 14.9628
Si 5.4425 10.8832 14.9626
Si 8.165 13.6072 14.9654
Si 10.8896 0.0103 14.9661
Si 13.6107 2.7279 14.9615
Si 10.8887 5.447 14.9596
Si 13.6041 8.1615 14.9528
Si 10.8895 10.8846 14.9606
Si 13.6131 13.6041 14.9638
Si 16.3319 0.0018 14.9615
Si 19.0438 2.7168 14.9574
Si 16.3252 5.4416 14.9541
Si 19.0416 8.1566 14.9539
Si 16.3261 10.8791 14.956
Si 19.0447 13.5969 14.9555
Si 21.7605 -0.005 14.9536
Si 24.4762 2.7135 14.9557
Si 21.7598 5.4299 14.9568
Si 24.4758 8.1485 14.9595
Si 21.7592 10.8732 14.9551
Si 24.4795 13.5893 14.9531
Si 27.1943 -0.0079 14.9525
Si 29.9146 2.7163 14.9571
Si 27.1924 5.4349 14.9603
Si 29.911 8.1521 14.9625
Si 27.195 10.8663 14.9577
Si 29.9135 13.5958 14.9546
Si 1.3541 -1.352 16.3185
Si 4.0755 1.3726 16.3184
Si 1.3561 4.0829 16.3198
Si 4.0804 6.8035 16.3213
Si 1.3583 9.5218 16.3187
Si 4.0781 12.2428 16.3143
Si 6.8031 -1.3486 16.3176
Si 9.5286 1.372 16.3218
Si 6.8058 4.0929 16.3213
Si 9.529 6.8048 16.3188
Si 6.8026 9.5225 16.3208
Si 9.5268 12.2401 16.3179
Si 12.2514 -1.3557 16.3199
Si 14.9721 1.3644 16.3188
Si 12.2491 4.086 16.3207
Si 14.9637 6.7999 16.3118
Si 12.2481 9.5168 16.3168
Si 14.9726 12.2371 16.3223
Si 17.6919 -1.3619 16.3202
Si 20.4048 1.3569 16.3161
Si 17.6831 4.08 16.3139
Si 20.3982 6.7931 16.3122
Si 17.6807 9.5134 16.3159
Si 20.4007 12.2332 16.316
Si 23.1235 -1.364 16.3077
Si 25.8379 1.3552 16.3114
Si 23.1193 4.0733 16.32
Si 25.8334 6.7919 16.325
Si 23.1168 9.513 16.316
Si 25.8385 12.2305 16.3141
Si 28.5574 -1.3599 16.313
Si 31.2782 1.3649 16.3174
Si 28.5586 4.0803 16.3145
Si 31.2739 6.7948 16.3195
Si 28.552 9.5108 16.3235
Si 31.2718 12.2403 16.3165
Si 2.7085 0.0184 17.6746
Si 5.4344 2.7392 17.6723
Si 2.7168 5.4444 17.6769
Si 5.445 8.1588 17.6791
Si 2.721 10.8824 17.6753
Si 5.438 13.6069 17.6649
Si 8.1654 0.0112 17.6749
Si 10.8906 2.7284 17.6835
Si 8.1723 5.4468 17.6821
Si 10.8913 8.1565 17.6806
Si 8.1681 10.8769 17.6768
Si 10.8943 13.5939 17.6717
Si 13.6114 0.0053 17.6775
Si 16.3311 2.722 17.6806
Si 13.6128 5.4414 17.6789
Si 16.3214 8.1506 17.6767
Si 13.6177 10.8626 17.6759
Si 16.3375 13.5947 17.6813
Si 19.054 -0.003 17.6805
Si 21.7574 2.7188 17.6805
Si 19.0371 5.4396 17.6762
Si 21.756 8.1503 17.6723
Si 19.0394 10.8716 17.6753
Si 21.7678 13.5967 17.6656
Si 24.4751 0.001 17.6698
Si 27.1979 2.72 17.6653
Si 24.4748 5.4315 17.6866
Si 27.1929 8.1515 17.6868
Si 24.4792 10.8721 17.6749
Si 27.2008 13.5959 17.6671
Si 29.9123 0.0102 17.6707
Si 32.6358 2.7275 17.6803
Si 29.9151 5.4375 17.6814
Si 32.6395 8.156 17.6719
Si 29.9161 10.8756 17.6754
Si 32.6275 13.6096 17.6707
Si 1.3568 1.3808 19.0464
Si 4.0784 4.0962 19.042
Si 1.3529 6.7966 19.0367
Si 4.0769 9.5124 19.0326
Si 1.3499 12.2477 19.0184
Si 4.0739 -1.3479 19.0125
Si 6.7997 1.3832 19.0199
Si 9.5367 4.0927 19.0451
Si 6.8101 6.8031 19.0414
Si 9.5203 9.5039 19.0378
Si 6.8005 12.2462 19.0166
Si 9.5342 -1.3585 19.0188
Si 12.257 1.3693 19.0395
Si 14.9719 4.0826 19.0415
Si 12.2572 6.7987 19.0408
Si 14.9711 9.5019 19.0485
Si 12.2481 12.2139 19.0226
Si 14.9731 -1.3613 19.0278
Si 17.7 1.3664 19.0351
Si 20.3974 4.0858 19.0362
Si 17.6707 6.788 19.0411
Si 20.3898 9.5007 19.0303
Si 17.6928 12.2301 19.0474
Si 20.4236 -1.3628 19.0341
Si 23.1164 1.3576 19.0376
Si 25.8418 4.0655 19.0349
Si 23.1078 6.794 19.0408
Si 25.8302 9.5129 19.0438
Si 23.1231 12.24 19.0256
Si 25.8449 -1.3551 19.016
Si 28.5646 1.3824 19.0305
Si 31.2789 4.0859 19.0439
Si 28.5543 6.7901 19.0446
Si 31.2796 9.5123 19.0273
Si 28.5612 12.2426 19.0315
Si 31.2743 -1.3393 19.0292
Si 32.6139 0.0366 20.3973
Si 2.7166 2.7474 20.4076
Si 32.6359 5.4436 20.4066
Si 2.7147 8.1497 20.3944
Si 32.6452 10.8737 20.3749
Si 2.6924 13.6325 20.3633
Si 5.4322 0.0201 20.3589
Si 8.1538 2.7409 20.3848
Si 5.4422 5.4556 20.4006
Si 8.172 8.1438 20.4148
Si 5.4471 10.8773 20.3688
Si 8.1664 13.6039 20.3672
Si 10.8964 -0.0053 20.3784
Si 13.6121 2.7351 20.4059
Si 10.9081 5.4439 20.41
Si 13.6158 8.1381 20.4162
Si 10.8893 10.8531 20.3864
Si 13.6232 13.5656 20.3629
Si 16.336 0.0052 20.3784
Si 19.0483 2.733 20.4061
Si 16.3282 5.4247 20.4192
Si 19.0236 8.1475 20.3979
Si 16.3376 10.8563 20.4066
Si 19.0802 13.5854 20.3891
Si 21.7652 0.0044 20.4103
Si 24.4752 2.716 20.3948
Si 21.7394 5.4466 20.4072
Si 24.469 8.1451 20.4034
Si 21.7605 10.8644 20.3645
Si 24.4853 13.6133 20.3723
Si 27.1957 0.022 20.365
Si 29.9187 2.7376 20.4101
Si 27.2038 5.4131 20.401
Si 29.9303 8.146 20.3905
Si 27.1992 10.8819 20.3875
Si 29.9197 13.6175 20.3819
O 2.7338 -0.0524 27.2655
O 29.981 0.05 27.5336
O 4.919 12.4951 30.836
O 2.9258 5.6398 27.6143
O 6.0756 9.451 28.5179
O 3.6729 -1.7299 38.1661
O 29.8192 3.4229 33.2009
O 2.7581 11.0117 30.6456
O 7.0958 -0.6077 28.2299
O 9.7077 0.4496 28.5799
O 9.7731 9.7487 29.5893
O 3.3913 10.4201 38.5345
O 12.9126 1.5776 37.9993
O 8.2508 5.4932 27.5743
O 32.5002 7.4619 32.5002
O 10.0099 7.3341 28.4108
O 8.0002 10.9759 27.5406
O 3.9705 3.1295 33.3918
O 10.6559 0.8074 36.958
O 30.1125 8.214 31.8768
O 13.5019 -0.1879 27.5431
O 15.2431 1.4642 28.4842
O 19.0797 -0.0651 27.6622
O 20.9379 1.6154 28.4982
O 15.4895 12.7125 28.3324
O 12.1903 9.602 28.8269
O 17.3786 -0.3963 31.4026
O 17.5785 -2.0587 28.5557
O 19.7372 10.8095 30.4634
O 27.6203 12.6003 33.1061
O 19.0596 5.4412 27.7432
O 21.2908 9.0797 37.4397
O 16.435 8.5114 37.5876
O 21.9015 13.6749 27.45
O 24.3621 5.4265 27.6054
O 23.3695 -0.7054 28.3459
O 25.2378 1.0822 28.7317
O 30.822 8.4851 34.4028
O 32.2799 -1.8412 34.9682
O 27.0403 11.0846 37.4352
O 28.4143 -1.6784 28.5482
O 32.5768 8.2155 27.5911
O 1.1805 -1.7471 28.4011
O 30.6827 0.0664 30.3567
O 9.9786 2.7249 32.3632
O 5.8007 3.0769 37.6787
O 13.442 2.3586 30.1989
O 13.4088 5.0196 30.5793
O 19.6747 4.0622 32.7732
O 14.3102 6.8515 28.7694
O 12.8886 4.1376 28.2686
O 7.3405 0.9414 37.5357
O 14.2849 5.9667 33.9349
O 17.2737 3.6196 28.4776
O 26.3219 8.1956 30.581
O 7.217 6.7641 37.9691
O 2.0567 6.3664 37.578
O 6.2065 3.7566 31.1957
O 3.5671 8.905 29.3051
O 6.5121 3.9262 28.6009
O 22.9652 12.5307 38.4659
O 27.8854 3.798 31.4748
O 16.6714 1.4355 33.008
O 32.1789 5.9993 36.916
O 24.6478 10.9167 27.4236
O 19.7176 7.6087 31.0415
O 4.5452 8.4223 37.4222
O 18.4587 1.4412 37.5845
O 4.0023 1.5953 31.2756
O 30.5715 1.8701 35.3028
O 3.7096 12.1282 28.5124
O 31.1745 11.4012 30.9028
O 25.6318 -0.9196 38.3422
O 24.0674 2.189 32.7775
O 26.8123 10.7715 30.6406
O 29.9634 5.0783 37.9023
O 28.2561 2.0232 38.4122
O 21.47 2.0242 33.1017
O 31.7715 2.7206 37.4733
O 16.4214 2.127 35.454
O 15.0581 3.4403 33.5946
O 10.112 5.2255 31.8388
O 28.2601 7.1176 38.5559
O 11.3425 11.9977 29.7272
O 17.3737 12.0015 30.0634
O 10.9708 8.1909 37.7143
O 2.5558 5.2811 33.835
O 9.0876 4.8688 38.4911
O 1.1144 1.901 38.7994
O 5.4034 11.7449 35.9493
O 20.874 7.1522 28.7361
O 1.499 4.1946 29.0853
O 27.4365 -2.66 37.4393
O 4.2743 1.4023 28.6608
O 22.4867 2.0105 30.6229
O 22.533 3.711 28.5625
O 11.2566 -1.7237 37.5513
O 26.5846 3.8799 37.4599
O 20.0085 -0.4172 38.2553
O 21.1929 11.8487 33.1483
O 17.3457 12.1927 38.4001
O 9.06 -0.766 38.5897
O 7.2422 6.1387 31.7827
O 12.9123 8.6018 36.0137
O 15.9915 2.7367 30.5765
O 16.7946 5.4336 33.5086
O 22.4386 1.7455 35.4774
O 7.079 -2.689 35.4598
O 13.8106 10.8388 35.0101
O 33.3368 4.0036 31.5954
O 20.7933 13.1605 30.8745
O 1.8413 -1.3863 36.2596
O 14.4996 -0.4947 38.5497
O 24.1597 3.18 36.8523
O 1.425 6.3432 30.7015
O 30.8741 6.4257 28.4751
O 25.2315 4.9165 35.2442
O 18.1255 6.5297 37.7582
O 6.992 1.6588 29.7048
O 26.7019 12.1908 28.3762
O 14.5847 7.0965 31.4828
O 30.0554 5.7297 30.82
O 28.9935 11.9236 29.625
O 2.6917 -0.2509 30.0527
O 26.2606 9.4388 32.8478
O 28.3972 7.015 29.2484
O 24.5414 10.6107 37.5391
O 18.1424 -2.1972 34.1684
O 13.0308 6.5612 37.6689
O 20.7187 2.8601 37.4943
O 31.0916 10.0266 38.4205
O 10.995 12.0747 32.8283
O 25.8431 -1.4226 28.8549
O 5.9797 -2.8797 37.9097
O 29.465 12.001 37.7776
O 10.6349 0.6125 31.0029
O 6.1052 -2.7312 32.899
O 20.5698 -1.9052 33.1835
O 11.1948 3.5883 30.1801
O 20.4482 3.5477 30.2366
O 9.2253 10.0208 38.4515
O 11.1557 -1.7513 33.228
O 26.3271 8.6325 37.7147
O 24.9762 1.3189 35.1055
O 30.2004 0.5313 37.5611
O 21.2629 6.1335 33.263
O 15.7974 -2.2368 30.4895
O 4.0017 0.5527 33.6964
O 18.0633 4.3379 30.8708
O 27.8878 6.5046 31.928
O 27.8051 -1.1548 32.79
O 2.5195 13.5547 30.4452
O 19.9119 9.4775 32.9274
O 14.7279 10.1988 38.5055
O 27.3578 -0.0568 30.4799
O 12.0547 1.2213 33.1564
O 14.9091 0.2789 30.8502
O 11.3267 6.5079 35.7088
O 9.4988 13.0036 28.2504
O 13.9033 8.5562 33.5743
O 32.0078 12.7066 33.0681
O 21.3729 -2.2904 37.3008
O 28.9989 4.5524 28.5786
O 22.9005 -2.5446 32.238
O 16.3009 8.2163 27.7258
O 32.9883 8.375 37.5979
O 17.0688 7.2223 35.4175
O 7.7707 2.8856 35.8424
O 3.8462 4.693 38.4872
O 13.71 11.0389 27.4549
O 7.978 7.8594 29.9681
O 30.5152 -2.4514 30.5972
O 5.4201 -0.3555 30.239
O 17.1547 12.3218 35.7632
O 21.2076 4.0485 34.8344
O 16.117 -2.1203 37.4096
O 18.2579 3.7106 36.4661
O 13.362 12.0996 37.3054
O 1.2064 7.1937 35.2744
O 27.1655 2.7449 27.8334
O 11.5985 10.0307 31.4239
O 19.963 4.8815 38.7088
O 5.4512 13.7436 27.5314
O 25.8737 7.253 34.3078
O 19.5215 10.9412 37.7407
O 2.9484 0.6201 37.5427
O 10.366 7.6495 31.0088
O 1.353 12.5011 38.5316
O 4.4911 9.5423 34.9887
O 9.4001 4.8406 34.9663
O 8.492 -1.9962 33.384
O 6.3077 7.836 35.689
O 12.3604 2.2726 35.5484
O 23.9482 -0.3838 33.3521
O 5.0325 7.1022 28.1755
O 30.8118 4.4467 35.3701
O 9.8717 7.0861 33.5791
O 27.9159 9.8216 28.4444
O 14.5575 -2.9386 35.147
O 18.7251 -2.3819 37.1244
O 19.8205 1.9363 35.278
O 2.3978 7.6514 32.9275
O 20.1846 12.1617 28.4519
O 26.0334 7.3332 28.2248
O 30.0909 2.6795 30.6048
O 22.6405 4.1727 32.09
O 23.8009 0.6772 37.428
O 9.6047 0.3735 33.411
O 22.3256 11.2872 29.8701
O 1.4628 10.115 28.4935
O 17.7922 9.4983 31.2066
O 31.2816 -1.0727 32.6814
O 4.807 11.4287 33.2876
O 11.606 9.7605 34.0321
O 29.8326 11.266 33.2636
O 11.9744 -2.3023 28.1443
O 26.3617 5.5684 30.1874
O 23.2626 9.1659 28.5636
O 18.8596 8.736 36.5004
O 3.1706 4.5329 31.2885
O 16.1709 12.5594 33.3122
O 15.9368 5.347 29.9728
O 5.5152 7.8682 30.6358
O 1.3617 8.8789 30.8269
O 10.9684 3.3389 37.5649
O 7.7346 11.7433 37.2561
O 8.6226 3.6548 30.2515
O 14.3651 0.9974 34.289
O 31.3637 12.5341 28.515
O 3.7973 7.1001 35.2119
O 12.0649 12.8335 35.0827
O 7.3331 4.1061 33.4997
O 7.2498 8.6731 32.408
O 24.2687 -0.6352 30.7871
O 1.8295 1.796 32.7671
O 29.742 6.3324 33.5549
O 29.7513 6.7961 36.0786
O 20.4441 10.4823 35.3061
O 29.8628 -2.637 34.2306
O 27.2916 -2.6531 30.7108
O 26.0093 4.9664 32.8241
O 6.9912 10.4308 34.3236
O 9.8442 -1.2264 35.4554
O 18.615 11.5771 33.6895
O 18.8098 1.8884 31.48
O 6.9573 5.3363 35.7793
O 5.5649 1.4933 35.6301
O 32.4136 1.665 31.2444
O 32.4977 0.3662 36.3838
O 18.0301 7.664 33.0197
O 32.0707 10.0107 32.7843
O 14.5462 4.7498 38.7423
O 32.9735 -1.2978 30.7647
O 18.0465 9.9541 28.5878
O 10.9507 2.546 27.5338
O 24.6586 5.6561 37.6479
O 8.8126 7.2159 35.9393
O 26.21 0.8649 32.7706
O 28.6693 1.3418 32.2919
O 15.7957 4.6435 35.7914
O 13.4374 13.1513 32.8424
O 29.9533 10.8236 27.2321
O 32.3116 2.9124 33.6945
O 18.974 0.1551 33.3957
O 12.347 -0.336 35.3887
O 7.0432 11.2908 31.8836
O 9.2794 10.181 32.8757
O 21.8939 8.8742 30.6541
O 19.1385 5.838 34.6523
O 5.0552 5.4084 32.914
O 16.1497 2.9765 37.8564
O 4.3924 -0.8578 35.8219
O 20.0474 -0.8749 35.5234
O 22.2029 6.3865 30.8921
O 32.2821 -2.0245 37.5641
O 22.8692 7.3436 38.5026
O 31.6254 1.796 28.6311
O 10.3865 -1.7696 30.0888
O 28.352 11.9871 35.4516
O 24.3495 9.8936 30.9528
O 28.1728 8.3798 34.5217
O 25.9857 9.6849 35.392
O 12.2252 6.7356 32.5766
O 15.3091 -1.3629 32.8998
O 6.4056 -0.5048 34.1716
O 8.1886 -0.4459 30.5506
O 25.4335 -2.3587 32.4899
O 23.8122 6.2243 33.195

Results
total energy: -218734.138 eV
total energy less fixed offsets of O -438.35, Si -107.03 eV per atom: -15.418 eV

Forces (eV/angstrom), in the order of the atoms: element, x, y, z
Si -0.0153 0.0006 0.5478
Si 0.1707 0.1269 0.6924
Si 0.2244 -0.3878 0.6657
Si 0.054 -0.1545 0.7256
Si -0.1635 0.1101 0.8169
Si 0.3261 -0.0647 0.7155
Si -0.2939 0.2388 0.787
Si 0.1169 -0.3754 0.6248
Si -0.1391 0.2647 0.7808
Si 0.0849 -0.2027 0.7475
Si -0.0111 0.0051 0.664
Si 0.1761 -0.018 0.8078
Si -0.2945 0.1095 0.6356
Si 0.2291 -0.2108 0.7197
Si -0.1605 0.0084 0.6985
Si 0.1737 -0.0636 0.7261
Si -0.2091 0.1618 0.7294
Si 0.1088 -0.1976 0.7594
Si 0.1373 -0.119 0.6353
Si -0.2644 0.2893 0.8123
Si -0.3004 0.0108 0.727
Si 0.471 -0.165 0.658
Si -0.1696 0.2295 0.7175
Si -0.274 0.1846 0.743
Si 0.3384 -0.1577 0.6589
Si 0.2107 -0.2048 0.7531
Si -0.0911 0.1704 0.7814
Si -0.2796 0.1001 0.685
Si 0.0495 -0.1741 0.7973
Si 0.0129 0.2766 0.7214
Si -0.1363 -0.0069 0.7621
Si -0.0745 0.1497 0.6619
Si 0.102 -0.2213 0.7583
Si -0.2082 0.5105 0.67
Si 0.1943 0.0004 0.6911
Si 0.0889 -0.2684 0.7132
Si -0.0483 0.0276 -0.0375
Si 0.0167 -0.0903 -0.0625
Si -0.0018 0.045 -0.0302
Si -0.0171 -0.0039 -0.0496
Si 0.0337 -0.0458 -0.0499
Si 0.0072 -0.0144 -0.05
Si 0.007 0.0051 -0.0225
Si 0.035 -0.0013 -0.0096
Si 0.0044 -0.0287 -0.0334
Si 0.0123 -0.034 -0.028
Si 0.0197 0.0443 -0.0582
Si 0.0192 0.0174 -0.0623
Si 0.0535 -0.0148 -0.0192
Si 0.029 0.0287 -0.0513
Si 0.0192 -0.0056 -0.0226
Si 0.0032 -0.014 -0.0573
Si 0.0058 0.0072 -0.0382
Si -0.0493 0.0522 -0.0367
Si 0.0156 0.0465 -0.0568
Si -0.0578 0.0084 -0.0525
Si 0.068 -0.0384 -0.0335
Si -0.0418 -0.014 -0.051
Si 0.0314 0.0212 -0.0414
Si -0.0087 -0.0082 -0.0421
Si -0.0272 -0.0025 -0.0254
Si 0.0004 0.0056 -0.0411
Si -0.021 0.0038 -0.0558
Si -0.0154 -0.0425 -0.0396
Si -0.0418 -0.0021 -0.0312
Si -0.0307 0.034 -0.0623
Si -0.035 0.0379 -0.068
Si -0.0021 0.0449 -0.036
Si -0.0109 -0.013 -0.0132
Si -0.0133 -0.0605 -0.0471
Si 0.0061 0.0116 -0.079
Si -0.0202 -0.0439 -0.0406
Si -0.0165 0.0114 0.0434
Si -0.0119 -0.0035 -0.0195
Si -0.0162 -0.002 0.056
Si -0.0109 0.017 0.0322
Si -0.0009 -0.0186 0.0324
Si 0.0557 -0.0589 0.0489
Si 0.0191 0.0053 0.0421
Si -0.0156 0.037 0.0195
Si 0.0236 0.0034 0.017
Si 0.0084 -0.0035 0.0284
Si -0.0435 0.0378 0.0403
Si 0.002 0.0231 0.003
Si -0.0008 -0.0111 0.0097
Si 0.0388 -0.0314 0.0091
Si -0.0206 0.0289 0.0479
Si 0.0028 -0.0001 0.044
Si -0.0288 -0.0118 0.0114
Si -0.0254 0.0023 0.0186
Si -0.0285 -0.0121 0.011
Si 0.0437 -0.0148 0.0232
Si -0.0474 -0.0169 -0.0025
Si -0.0204 -0.0111 0.0221
Si 0.0034 -0.0318 -0.0008
Si -0.0074 -0.0144 -0.0104
Si 0.0114 0.0139 0.0138
Si 0.0026 -0.0051 0.0076
Si 0.0311 0.0257 -0.0288
Si 0.0216 0.0056 0.0284
Si 0.0015 0.0213 0.0244
Si 0.008 -0.0128 -0.0051
Si -0.024 -0.0247 -0.0429
Si 0.0228 -0.0036 -0.0044
Si 0.0031 0.016 0.0377
Si 0.0108 0.0015 -0.0154
Si 0.0295 0.0026 0.0188
Si 0.0193 0.0174 0.0495
Si 0.0166 -0.0174 -0.0175
Si -0.0116 -0.0053 0.0175
Si 0.0081 0.0058 -0.0496
Si -0.0359 0.0349 -0.0518
Si -0.0359 0.0283 -0.0062
Si 0.0258 0.0079 -0.0229
Si 0.0088 0.0117 -0.0356
Si -0.016 -0.0067 -0.032
Si 0.0102 0.0218 0.0009
Si 0.0046 -0.017 -0.0252
Si 0.0185 -0.0059 0.0012
Si -0.0043 -0.0172 -0.0513
Si 0.0071 -0.0119 -0.002
Si 0.0053 -0.0027 -0.0367
Si -0.0145 -0.0022 0.0099
Si 0.0231 -0.0217 -0.0393
Si 0.0149 0.0182 -0.0203
Si 0.0493 -0.0186 -0.0358
Si 0.0078 0.0182 -0.0098
Si -0.0228 0.0032 -0.0089
Si -0.0117 0.0195 0.042
Si 0.0244 0.0054 -0.0086
Si 0.0056 -0.0246 0.0102
Si 0.0261 0.0195 0.0077
Si -0.0105 0.0379 -0.0225
Si 0.0126 -0.0024 -0.0202
Si -0.0263 0.006 0.0297
Si -0.0146 -0.0302 0.0016
Si -0.0016 -0.0142 -0.0551
Si -0.0164 0.001 -0.0061
Si 0.0078 0.0162 -0.0061
Si 0.0324 -0.0085 0.0022
Si -0.0233 -0.0205 -0.0295
Si -0.0057 -0.0017 -0.004
Si 0.0025 0.0296 -0.0296
Si -0.0007 -0.0209 -0.0187
Si 0.0068 0.0063 0.0029
Si 0.0161 -0.0131 -0.0005
Si 0.0068 -0.0059 0.026
Si -0.0192 0.0046 -0.005
Si 0.0049 0.008 0.0061
Si -0.017 0.0094 -0.0134
Si 0.0142 0.0037 -0.0027
Si 0.002 -0.0059 0.0024
Si 0.0005 0.0169 0.0149
Si 0.0092 0.0008 0.0109
Si -0.0086 0.0047 0.0158
Si -0.015 0.0011 0
Si -0.0007 0.0049 0.0026
Si -0.0005 0.0085 0.0069
Si 0.0041 0.0057 0.0082
Si 0.0011 -0.0206 0.012
Si -0.0173 0.0054 0.0102
Si -0.0207 -0.0074 -0.0012
Si 0.0019 0.0065 -0.0026
Si 0.0074 -0.008 0.0027
Si 0.0106 0.0041 0.0049
Si -0.009 0.0064 0.0172
Si -0.0173 0.0252 0.0109
Si 0.0024 -0.0148 0.0162
Si 0.0166 -0.0056 0.0048
Si -0.0011 -0.0113 0.0154
Si 0.0036 -0.0054 -0.0015
Si -0.0177 -0.0054 0.0016
Si -0.009 -0.006 0.0027
Si 0.0037 0.0048 0.0055
Si 0.0129 0.0004 0.0039
Si 0.01 -0.0052 0.008
Si 0.0166 0.0054 0.0169
Si -0.0241 0.0074 0.0149
Si 0.0016 0.0109 0.0045
Si -0.0044 0.002 -0.0003
Si -0.0037 0.0021 0.0292
Si -0.0207 -0.026 -0.003
Si -0.0033 0.0245 0.0281
Si 0.0035 0.0146 0.0099
Si 0.0171 0.0142 -0.0065
Si -0.0126 -0.0043 0.0163
Si -0.0293 0.0109 0.0082
Si -0.0013 0.0029 0.0276
Si -0.007 -0.0476 0.032
Si -0.0082 0.0289 0.02
Si 0.0198 0.0135 0.0489
Si 0.0356 -0.0035 0.0143
Si -0.008 -0.0044 0.0011
Si 0.0031 -0.0362 0.0082
Si 0.0045 0.01 0.0023
Si 0.0188 0.0002 0.0244
Si 0.0138 0.005 0.0277
Si -0.0087 0.0045 0.0057
Si -0.0278 0.0107 0.0218
Si -0.0251 0.025 0.0208
Si -0.0307 0.0121 0.0276
Si 0.0016 0.0084 0.0057
Si 0.0228 -0.0163 0.0018
Si 0.0073 -0.003 0.027
Si 0.0066 -0.0116 0.0092
Si -0.0108 -0.0048 0.0341
Si 0.0317 0.0194 0.0333
Si 0.018 0.0102 -0.0088
Si -0.0102 0.0195 0.0205
Si -0.01 -0.0064 -0.0091
Si -0.048 -0.0076 0.0292
Si -0.0048 -0.0165 0.0237
Si 0.0068 -0.0162 0.0067
Si 0.0191 -0.0095 0.0544
Si 0.0041 -0.0213 0.0077
Si -0.0112 0.0149 0.0167
Si 0.0403 -0.01 -0.0555
Si -0.0523 -0.0126 -0.0162
Si -0.0269 0.0002 -0.0166
Si 0.0372 -0.0354 0.0034
Si -0.008 0.0051 -0.0162
Si 0.0057 -0.0041 -0.064
Si 0.0245 0.0307 -0.0011
Si -0.0194 -0.0189 -0.0565
Si 0.0244 0.0099 -0.0288
Si 0.0006 0.0099 -0.0115
Si -0.0202 0.0059 -0.0612
Si 0.0176 -0.0098 -0.0097
Si -0.018 -0.0036 -0.0439
Si 0.0248 0.0013 0.0202
Si -0.0145 0.0062 0.0099
Si -0.0082 -0.0045 -0.0228
Si -0.016 -0.0295 -0.0194
Si 0.0019 0.0372 -0.033
Si -0.0015 -0.0156 -0.0245
Si 0.0051 0.0112 -0.0151
Si -0.0019 -0.0073 -0.0185
Si -0.0041 -0.0091 0.0204
Si -0.0214 0.025 0.0012
Si 0.0311 -0.0371 -0.0415
Si 0.0184 0.0146 0.0022
Si -0.0097 -0.0154 -0.0357
Si -0.0009 -0.0302 -0.0422
Si -0.0338 0.007 -0.0304
Si -0.0295 0.0022 -0.045
Si 0.0277 0.0144 0.0043
Si 0 0.0008 -0.0258
Si 0.0023 0.0176 0.0216
Si -0.0214 -0.0067 0.0111
Si -0.0094 -0.0065 -0.0254
Si 0.0152 0.0285 -0.0363
Si -0.0051 -0.0027 -0.0462
Si -0.0292 -0.0032 0.0272
Si -0.0044 0.0534 0.0417
Si 0.0524 -0.0055 0.0313
Si -0.0122 0.0172 0.0468
Si -0.002 -0.0023 0.0431
Si 0.003 -0.0162 0.0689
Si -0.0349 0.0198 0.0307
Si 0.0293 -0.0264 0.0691
Si 0.0258 -0.0119 0.0358
Si -0.0129 0.0472 0.0301
Si 0.0019 0.0178 0.0299
Si -0.0153 0.0159 0.0491
Si 0.0257 -0.0385 0.0425
Si 0.0247 -0.0329 0.0358
Si 0.0143 0.0011 0.0445
Si -0.0029 0.0156 0.0496
Si -0.0027 0.0009 0.0418
Si 0.0037 -0.0284 0.021
Si 0.0481 0.0089 0.0405
Si -0.022 -0.0574 0.0308
Si -0.0225 0.0716 0.0237
Si -0.0226 -0.0033 0.075
Si -0.0024 -0.0118 0.0546
Si -0.0173 0.0277 0.0662
Si -0.0407 0.001 0.0343
Si 0.011 0.0114 0.0487
Si 0.0035 0.0164 0.0463
Si 0.0032 0.014 0.034
Si 0.0177 0.0198 0.0689
Si 0.0383 -0.0133 0.037
Si -0.0273 0.0045 0.0794
Si -0.0382 -0.0097 0.0653
Si 0.0013 -0.0076 0.0665
Si -0.0035 0.0439 0.017
Si 0.0014 -0.0084 0.0013
Si -0.0144 0.0018 0.0531
Si -0.2423 -0.1815 -0.6686
Si 0.2836 0.3191 -0.5932
Si -0.3838 -0.3799 -0.6575
Si -0.0073 0.2076 -0.7343
Si 0.2364 0.0481 -0.7325
Si -0.1134 -0.1689 -0.7096
Si 0.1551 0.0361 -0.7072
Si -0.3402 -0.096 -0.6342
Si -0.0989 -0.2662 -0.7464
Si 0.1151 0.1316 -0.6627
Si -0.1069 -0.2565 -0.7255
Si 0.2639 -0.0408 -0.7797
Si -0.1574 -0.0262 -0.6976
Si 0.1385 0.0622 -0.7157
Si 0.0214 0.1579 -0.7229
Si -0.1123 -0.2869 -0.6935
Si -0.3738 -0.2763 -0.6785
Si 0.1681 0.121 -0.795
Si -0.2364 -0.0791 -0.7731
Si 0.0369 0.1903 -0.7487
Si -0.057 -0.0267 -0.7246
Si 0.1302 0.1759 -0.7098
Si 0.1582 0.1253 -0.7458
Si -0.1332 -0.2471 -0.8492
Si 0.2598 0.1246 -0.7216
Si -0.1084 -0.2072 -0.6886
Si -0.1227 -0.1827 -0.7496
Si 0.0872 -0.0267 -0.742
Si -0.32 -0.1588 -0.6898
Si 0.1367 0.3239 -0.6279
Si -0.2571 -0.1656 -0.7284
Si 0.2016 0.2026 -0.6664
Si 0.0724 0.1221 -0.755
Si -0.1175 -0.1471 -0.7945
Si -0.2433 -0.4115 -0.5554
Si 0.283 0.2833 -0.6116
Si 0.0113 0.0296 -0.0011
Si -0.0608 0.0596 -0.2129
Si -0.0162 -0.0723 -0.0295
Si 0.0268 -0.0022 -0.0212
Si 0.0649 0.0934 -0.1692
Si 0.0436 0.151 0.0236
Si -0.0558 -0.099 0.0316
Si -0.1249 -0.0076 0.1792
Si 0.0521 0.0726 -0.0932
Si 0.1411 -0.0306 -0.1233
Si 0.0585 -0.036 -0.0542
Si 0.1479 -0.0146 0.0506
Si -0.0286 -0.0757 0.0617
Si 0.0117 -0.0264 0.006
Si -0.017 -0.0322 0.0807
Si 0.0188 0.0238 -0.0593
Si 0.0227 -0.0142 0.0026
Si -0.0604 -0.026 0.0578
Si -0.0672 0.0079 -0.1849
Si -0.1298 0.0423 -0.0647
Si -0.0589 0.132 0.0019
Si 0.0282 -0.0424 -0.0883
Si 0.1018 0.0959 -0.0137
Si -0.0911 -0.0121 0.0068
Si 0.0706 0.1056 0.1648
Si 0.0437 0.1022 0.0785
Si 0.0066 0.0695 0.0257
Si -0.0474 -0.1044 -0.0505
Si -0.0921 -0.1732 -0.1565
Si -0.0013 0.1419 0.0121
Si 0.0413 -0.0167 -0.1429
Si 0.0828 -0.1274 -0.2201
Si -0.0276 0.04 0.0344
Si 0.0315 0.1073 0.0582
Si -0.0092 0.0286 -0.1183
Si 0.0714 -0.0951 0.0648
Si 0.0503 -0.1107 -0.0099
Si -0.0329 0.0299 0.0044
Si -0.0825 0.0304 -0.071
Si 0.1567 0.0364 0.0715
Si -0.1146 0.0768 -0.0322
Si -0.074 0.0659 0.1387
Si 0.0511 -0.0196 -0.0493
Si 0.0037 -0.1018 -0.12
Si 0.0405 0.0207 0.0117
Si -0.0321 -0.0248 0.0797
Si 0.1157 0.0004 0.0068
Si -0.0979 -0.0919 0.0687
Si -0.096 -0.2101 0.0894
Si -0.0033 0.0095 0.0644
Si -0.132 0.0736 -0.0357
Si 0.1286 -0.0063 -0.0988
Si 0.0207 0.0147 0.0431
Si 0.0181 0.1455 -0.0327
Si -0.0472 -0.0684 -0.0139
Si -0.018 -0.0826 -0.1206
Si -0.0432 -0.0419 -0.1303
Si 0.1808 0.015 -0.0733
Si 0.0584 -0.0121 0.0288
Si 0.0763 -0.0615 0.0231
Si -0.0079 0.0007 -0.0006
Si 0.0967 0.0554 -0.0013
Si 0.0804 -0.1 0.0404
Si 0.0313 0.0215 0.0631
Si -0.0683 0.1041 0.0641
Si -0.1096 0.0429 -0.0648
Si 0.0174 0.0018 -0.1417
Si -0.0551 -0.0292 -0.0273
Si -0.0527 0.0075 0.0013
Si 0.0283 -0.0817 0.004
Si 0.0693 -0.0739 0.0675
Si 0.0383 -0.0383 0.0464
Si 0.0969 -0.0599 -0.0971
Si -0.1723 -0.0658 -0.0952
Si 0.1536 0.0523 -0.0692
Si -0.1252 -0.1316 -0.0785
Si -0.0954 0.0515 0.035
Si -0.0143 0.1478 0.0022
Si 0.028 -0.077 0.1211
Si -0.0001 0.0049 0.148
Si 0.0429 -0.0501 0.0923
Si -0.0271 -0.0712 -0.0215
Si 0.0256 0.0815 0.0336
Si 0.0698 -0.044 -0.0145
Si -0.0367 0.0959 0.0835
Si 0.053 0.0199 0.02
Si 0.1276 0.1012 -0.0881
Si -0.0439 0.025 0.0862
Si 0.1041 0.0099 0.1888
Si -0.0657 0.0416 -0.0515
Si -0.0091 -0.0253 0.062
Si 0.0508 0.0453 0.0346
Si 0.0495 -0.001 -0.0302
Si 0.1021 0.0588 -0.0307
Si -0.0796 0.1407 0.0149
Si 0.1414 0.1036 -0.0304
Si 0.0251 -0.1553 0.0933
Si 0.1933 0.0173 0.0449
Si -0.0621 0.0516 0.0523
Si 0.0685 0.0736 -0.1052
Si 0.0689 0.0338 0.1921
Si 0.2299 0.0534 0.0369
Si 0.0176 -0.1193 -0.0151
Si -0.0019 0.1546 -0.0046
Si -0.0453 0.1058 0.1214
Si 0.0826 -0.0881 0.015
Si 0.0144 0.1032 -0.0589
Si -0.0966 0.1686 0.1015
Si 0.0067 -0.0056 0.0163
Si -0.0003 0.0215 -0.0107
Si -0.025 -0.0036 -0.0008
Si 0.001 -0.0047 -0.0212
Si 0.0099 0.0007 0.0043
Si -0.0126 -0.002 -0.0015
Si 0.0012 -0.0253 -0.0086
Si -0.0071 -0.0048 -0.0206
Si 0.0242 -0.0021 -0.0059
Si -0.0024 0.0174 -0.0069
Si -0.0076 -0.0032 -0.0008
Si -0.0324 0.0074 -0.0065
Si -0.0016 0.0195 -0.0123
Si -0.0048 -0.0057 -0.028
Si 0.0133 -0.002 -0.008
Si -0.0235 0.0145 -0.0113
Si 0.0048 -0.0066 -0.0015
Si -0.0242 0.0093 -0.0272
Si -0.0006 0.0134 -0.0091
Si 0.0101 -0.0028 -0.0179
Si 0.0217 -0.0079 -0.0165
Si 0.0264 -0.0014 -0.0295
Si -0.0184 -0.0202 -0.0023
Si -0.0213 -0.019 -0.0203
Si -0.0004 -0.0155 -0.0017
Si 0.0213 0 -0.0235
Si 0.0045 0.0021 -0.0141
Si 0.0072 0.0033 0.0028
Si 0.0043 -0.0061 -0.0006
Si 0.0089 0.0082 -0.0075
Si -0.0159 0.0093 -0.0035
Si 0.0024 0.0173 0.0002
Si 0.007 0.0079 0.0044
Si 0.0124 0.0062 -0.0142
Si 0.0291 0.0091 0.0054
Si 0.0032 -0.0137 0.0103
Si -0.0001 -0.0248 -0.0083
Si 0.0182 -0.0105 0.0041
Si -0.0301 0.0065 -0.0055
Si -0.0024 0.015 -0.0108
Si 0.0068 0.004 -0.0022
Si -0.0034 -0.0029 -0.0073
Si -0.0024 0.0097 0.002
Si -0.0009 -0.003 -0.0053
Si 0.0096 -0.0035 0.001
Si -0.0083 0.0019 0.0022
Si 0.013 -0.0078 -0.0095
Si 0.003 0.007 -0.008
Si 0.0117 -0.0113 0.0043
Si 0.0054 0.0052 -0.0007
Si 0.0039 0.0104 0.0026
Si 0.0141 0.0043 0.0061
Si 0.0085 -0.0123 -0.0053
Si -0.0077 0.0079 0.0015
Si -0.0103 0.0073 -0.002
Si -0.0041 0.0077 0.0035
Si -0.0126 -0.0018 0.0126
Si -0.0088 0.0029 -0.0005
Si 0.0112 -0.0136 0.0042
Si 0.0131 -0.0003 -0.0045
Si -0.0155 0.0041 0.0006
Si 0.0028 -0.0083 0.0023
Si 0.0159 -0.0046 0.0052
Si -0.007 0.0015 -0.0109
Si 0.0047 0.0013 -0.0089
Si -0.0058 0.0137 -0.008
Si 0.006 -0.0135 0.004
Si 0.0027 0.0049 -0.0068
Si -0.0018 -0.0021 -0.0072
Si 0.0104 -0.0103 -0.0124
Si -0.0222 0.0145 -0.0013
Si 0.0091 -0.0065 -0.0151
Si -0.0008 -0.0034 -0.0024
Si 0.0001 -0.0075 -0.0016
Si 0.0019 0.0051 0.0119
Si -0.0154 -0.0094 0.0119
Si 0.0047 0.0037 0.0076
Si 0.0108 0.0229 0.0154
Si -0.0019 0.0084 0.0095
Si 0.0017 0.0114 0.0033
Si -0.0154 -0.0145 -0.0004
Si -0.0011 0.0076 0.0064
Si -0.0017 -0.0017 0.0058
Si 0.0114 0.0087 0.0107
Si -0.0022 0.0079 -0.0023
Si 0.0018 0.0053 -0.0017
Si 0.0032 -0.0033 0.0014
Si 0.0046 0.0037 -0.0032
Si -0.0105 -0.0069 0.0033
Si 0.0006 -0.0081 0.0009
Si 0.0034 -0.0045 0.0034
Si 0.0091 0.0162 0.0014
Si -0.0049 -0.0022 -0.0078
Si -0.013 -0.007 0.0008
Si 0.0008 -0.0014 -0.0035
Si -0.0089 -0.0038 -0.0061
Si 0.0119 0.0024 -0.0051
Si -0.0054 -0.0006 0.0025
Si 0.0039 -0.007 0.0088
Si 0.017 0.0101 -0.0026
Si -0.0089 -0.0024 -0.0042
Si 0.0049 -0.0163 0.008
Si -0.0048 -0.0059 0.0072
Si 0.0114 0.0021 0.0058
Si 0.0036 -0.0039 -0.0045
Si -0.0085 0.0051 0.0078
Si 0.02 -0.0005 0.0074
Si -0.0021 0.0003 -0.001
Si 0.002 -0.0079 -0.0041
Si -0.0083 0.0111 0.0017
Si 0.0003 -0.0007 0.0063
Si 0.0021 0 0.0065
Si 0.0077 -0.0002 -0.0004
Si -0.0058 -0.0073 -0.0086
Si -0.0017 -0.0047 0.007
Si 0.0072 -0.0106 0.0058
Si -0.0034 0.0092 0.0034
Si 0.0036 0.008 -0.0046
Si 0.0045 -0.0045 -0.0045
Si 0.0017 -0.0014 -0.0019
Si 0.0061 -0.0117 0.0064
Si -0.0052 -0.0012 -0.0003
Si 0.002 0.0008 0.0051
Si 0.0027 -0.0048 0.0057
Si 0.0006 -0.0055 0.0029
Si 0.003 0.0129 0.0072
Si -0.0006 -0.0017 0.0122
Si -0.006 0.005 0.0117
Si 0.0105 0.0012 0.0103
Si -0.0049 0.0075 0.0131
Si -0.0023 -0.003 0.0102
Si -0.0037 0.0025 0.0056
Si 0.0041 -0.0026 0.002
Si 0.0014 0.005 0.0055
Si -0.0008 -0.003 0.0156
Si -0.0025 -0.0005 0.0042
Si 0.0108 -0.005 0.0068
Si -0.005 0.0086 0.0034
Si 0.0026 0.003 0.0062
Si -0.0068 0.0033 0.0038
Si 0.0031 -0.0057 0.0022
Si 0.0018 0.003 -0.0032
Si -0.0106 0.0081 -0.0004
Si 0.0023 -0.0069 0.0028
Si 0.0063 0.001 0.0006
Si 0.0079 -0.003 -0.0003
Si -0.0058 -0.0052 0.0068
Si -0.0124 -0.0045 0.0048
Si 0.0059 0.0049 0.0065
Si -0.0024 0.0038 0.0084
Si -0.0028 0.0059 0.0069
Si 0.0063 0.0102 0.0026
Si 0.0037 0.0041 -0.0005
Si -0.0023 -0.0039 0.002
Si -0.0093 -0.0054 0.0009
Si 0.0049 0.0046 0.0043
Si 0.0018 0.0052 0.0038
Si 0.0022 0.0008 0.0019
Si 0.0067 0.0109 -0.0028
Si 0.005 0.0079 -0.004
Si -0.0079 0.002 0.0037
Si -0.0086 -0.0077 -0.0021
Si -0.003 -0.0021 -0.0001
Si 0.0035 0.0006 -0.0049
Si -0.0004 0.0016 0.0016
Si -0.0025 -0.0071 -0.0013
Si 0.0002 -0.0002 0
Si -0.0054 -0.0052 -0.0027
Si -0.0039 -0.0093 -0.0004
Si -0.006 -0.0129 0.0023
Si 0.0057 0.0052 0.002
Si 0.0065 0.0033 -0.001
Si 0.0025 0.0061 0.0001
Si 0.0018 -0.002 0.0014
Si 0.0049 0.0028 0.0016
Si 0.0036 0.0029 0.0025
Si 0.0023 0.0015 0.0028
Si -0.0003 -0.0025 0.0071
Si 0.0027 0.003 0.0011
Si -0.0042 -0.0004 -0.0012
Si -0.0071 0.0047 -0.0008
Si -0.007 0.0022 -0.0005
Si 0.0048 0.0021 0.0024
Si 0.0017 -0.0013 -0.0021
Si -0.0044 -0.0016 -0.0027
Si 0.0065 -0.0013 -0.0033
Si 0.0033 -0.0118 0.0016
Si -0.0014 -0.0077 0.0025
Si -0.0039 0.0039 0.0015
Si 0.0018 -0.0035 -0.0002
Si 0.0046 0.0005 -0.0026
Si 0.0018 0.0032 0.0047
Si -0.0024 -0.0053 0.0027
Si -0.0017 0.0042 0.0039
Si -0.0008 -0.0067 0.0033
Si -0.0008 0.0049 0.0053
Si 0.009 -0.0015 0.0031
Si 0.0027 0.0028 0.0032
Si -0.0016 -0.003 0.0027
Si 0.0028 0.0018 0.0034
Si -0.0034 0.0079 0.0057
Si -0.001 0.0022 0.003
Si 0.0026 -0.0013 0.0033
Si -0.0004 0.0074 -0.0007
Si 0.0036 0.0005 0.0032
Si -0.0025 0.0046 0.0023
Si -0.0016 -0.0024 0.0039
Si -0.0023 -0.0003 -0.003
Si -0.0034 -0.0001 -0.0005
Si 0.0024 -0.0045 -0.0019
Si -0.0059 -0.0046 -0.0023
Si 0.0043 -0.0016 -0.0014
Si -0.0015 -0.0019 0.0019
Si -0.0009 0.0063 -0.0004
Si 0.0031 0.0026 0.0015
Si 0.0019 -0.0056 -0.0049
Si 0.0015 -0.0001 0.0013
Si -0.0007 -0.0006 0.0019
Si -0.0044 -0.0044 0.0037
Si -0.0001 0.0002 -0.0007
Si 0.0045 0.0038 0.0018
Si 0.0032 -0.0018 0.0016
Si 0.0015 0.0011 -0.0016
Si 0.0037 0.0045 -0.0011
Si -0.0038 0.0013 0.0013
Si -0.0022 0.0013 -0.0004
Si -0.0074 -0.001 0.0021
Si 0.0004 0.0046 0.0034
Si 0.0054 0.0027 0.0004
Si 0.0059 0.0043 -0.0026
Si 0.0008 0.0037 -0.0039
Si -0.0098 0.0009 -0.0007
Si -0.0042 -0.0004 0.001
Si 0.003 0.0016 0.0013
Si -0.001 -0.0018 -0.0028
Si 0.001 -0.0041 -0.0035
Si 0.0016 -0.002 -0.0026
Si -0.0006 0.0056 -0.0017
Si -0.0039 -0.0025 -0.0019
Si -0.0024 -0.004 -0.0034
Si -0.0031 -0.0058 -0.0027
Si 0.002 0.0046 0.0011
Si 0.0037 0.0003 -0.0025
Si 0.0021 0.0038 0.0006
Si -0.001 -0.0032 0.0009
Si 0.0029 -0.005 -0.0021
Si 0.0045 -0.0004 0.0028
Si 0 -0.0012 0.0032
Si -0.0011 0.0053 0.0007
Si -0.0015 0.0009 0.0034
Si -0.0035 0.002 0.0003
Si 0.0016 0.0016 -0.0002
Si -0.0004 -0.0031 -0.0023
Si -0.002 -0.0053 -0.0028
Si -0.0014 0.0001 0.0005
Si 0.007 0.0074 -0.003
Si 0.0018 0.0062 -0.0013
Si -0.0033 -0.0011 -0.0011
Si -0.0012 -0.0004 -0.0008
Si -0.0036 -0.0037 -0.0015
Si -0.0012 0.0016 -0.0015
Si 0.0015 -0.0014 0.0005
Si 0.0004 0.0016 -0.0034
Si 0.0017 -0.0014 -0.0001
Si -0.0012 -0.0085 0.0002
Si -0.0028 -0.0045 0.0004
Si -0.0019 -0.0042 -0.0025
Si -0.0019 -0.0047 -0.0028
Si 0.0043 0.0013 0.0017
Si 0.0046 0.0028 -0.0008
Si 0.0017 -0.003 0.0019
Si -0.0034 0.002 0.0005
Si -0.0047 0.0032 0
Si 0.0025 0.0021 -0.0032
Si 0.0028 -0.0025 -0.002
Si -0.0008 0.0029 -0.0005
Si 0.0046 0.0029 -0.0009
Si 0.0008 0.0029 0.0002
Si -0.0016 0.0044 0.0005
Si -0.0018 0.0043 -0.0004
Si 0.0007 -0.0018 -0.0018
Si 0.0035 0.0031 -0.0038
Si -0.0077 -0.0088 -0.0037
Si -0.0012 0.0044 -0.0022
Si 0.0048 0.0007 -0.0019
Si -0.0005 -0.0012 0.0009
Si -0.0014 -0.0009 -0.0011
Si -0.0037 -0.0058 -0.0049
Si 0.0045 -0.0006 0.0018
Si -0.0053 0.0053 -0.0009
Si 0.0076 0.0032 -0.0003
Si -0.0023 -0.0027 0.0012
Si -0.0041 -0.0041 0.0017
Si 0.0092 -0.0034 -0.0038
Si -0.004 -0.0067 -0.0022
Si 0.0013 0.0013 -0.0015
Si -0.002 0.0048 -0.0019
Si -0.0005 0.0009 -0.0023
Si -0.0054 0.0068 -0.0019
Si 0.0004 -0.0026 0.0006
Si -0.0046 0.0067 -0.0021
Si 0.0004 -0.0029 -0.0042
Si 0.0027 0.0035 -0.0028
Si -0.0042 0.0007 -0.0089
Si 0.0034 -0.0033 -0.005
Si -0.0047 -0.0013 0.0009
Si 0.0005 -0.0016 -0.0001
Si 0.0034 -0.0097 -0.0052
Si 0.0022 0.0019 -0.0042
Si -0.0004 -0.0025 -0.0058
Si -0.0063 0.0071 0.0016
Si -0.0025 0.0066 -0.0017
Si 0.0012 -0.0069 -0.0039
Si 0.0072 -0.0009 -0.0044
Si 0.0044 -0.0072 -0.0033
Si -0.0044 0.0037 0
Si -0.0012 0.0058 0.0014
Si 0.0029 -0.0062 -0.0006
Si 0.006 0.001 -0.0042
Si 0.0007 -0.0075 0.0017
Si -0.0051 0.0031 -0.0003
Si -0.0032 0.0054 0.001
Si -0.0026 0.0089 0.0006
Si -0.0031 0.0066 -0.0023
Si -0.0008 -0.008 -0.0019
Si 0.0001 -0.0105 -0.0042
Si -0.0036 -0.0035 -0.0027
Si 0.0016 0.0009 -0.001
Si 0.0086 0.0173 -0.0009
Si -0.0082 0.0003 -0.007
Si 0.0014 -0.0031 0
Si 0.0022 -0.008 -0.0019
Si -0.0006 0.0023 -0.0038
Si -0.0016 -0.0029 -0.0011
Si -0.0035 0.0011 0.0037
Si 0.0011 0.004 -0.0025
Si 0.0051 -0.0088 -0.0052
Si -0.0069 0.0021 -0.0011
Si 0.003 0.002 -0.0078
Si -0.0093 -0.0132 -0.0083
Si -0.0107 0.0014 -0.0057
Si 0.0069 0.004 -0.0021
Si 0.0038 0.0051 0.0009
Si 0.0004 0.004 0.0007
Si 0.0044 0.0042 -0.0011
Si 0.0007 0.0005 -0.0085
Si -0.0006 -0.0081 -0.006
Si 0.0021 0.0092 -0.0097
Si -0.0047 -0.0065 -0.0047
Si 0.002 0.0054 -0.009
Si 0.0026 0.0114 0.0045
Si 0.0052 0.0078 0.0001
Si 0.0055 -0.003 -0.0063
Si -0.0071 -0.0044 -0.0092
Si -0.0064 -0.0088 -0.0046
Si -0.0048 0.001 -0.0056
Si 0.0027 -0.0013 -0.0049
Si 0.0049 0.0065 -0.0053
Si -0.0031 0.0038 -0.0038
Si -0.006 -0.0095 -0.0052
Si 0.011 -0.0056 0.0017
Si -0.0107 0.0171 -0.0006
Si 0.0022 0.0132 -0.0056
Si 0.0038 -0.0022 0
Si -0.0023 0.0089 -0.0036
Si 0.0115 -0.0075 -0.0011
Si -0.01 0.0032 -0.0057
Si -0.0093 0.0101 -0.0029
Si -0.0059 -0.0066 -0.0055
Si 0.0072 0.0047 -0.0037
Si -0.0025 -0.0017 -0.0029
Si 0.0001 -0.0121 -0.0024
Si -0.0106 0.0079 0.0022
Si -0.0055 0 -0.0082
Si 0.0031 -0.0127 -0.0107
Si 0.006 0.0035 0.0005
Si 0.0149 0.0001 -0.0078
Si -0.0212 0.0166 -0.0015
Si 0.0073 -0.0146 -0.003
Si -0.0056 -0.0048 -0.0087
Si -0.0034 0.0071 -0.0048
Si 0.0009 0.0101 -0.0019
Si -0.012 0.0057 0.0062
Si 0.014 -0.0175 0.0007
Si 0.0062 -0.0033 -0.006
Si 0.0165 -0.015 -0.0056
Si -0.0032 0.0023 0.0019
Si -0.0141 0.0151 0.0057
Si -0.0073 0.003 -0.0021
Si 0.0137 -0.0028 -0.0101
Si -0.007 -0.0015 -0.0042
Si -0.0055 -0.0015 -0.0004
Si -0.0094 0.0007 -0.0005
Si -0.0025 -0.0025 -0.0029
Si 0.0076 -0.0093 0.0007
Si -0.0049 0.0038 -0.0041
Si -0.0112 -0.017 0.0022
Si 0 -0.0079 0.0001
Si 0.0073 0.0075 -0.0061
Si -0.0104 -0.0185 0.0045
Si -0.0097 0.0051 0
Si 0.0111 -0.0025 0.0037
Si -0.0193 -0.0109 0.0038
Si 0 -0.0123 0.0039
Si 0.0069 0 -0.0001
Si -0.0083 -0.0081 0.0099
Si 0.0065 0.0188 0.0087
Si 0.0032 0.0039 0.0088
Si 0.0088 0.0035 0.005
Si 0.0079 -0.0009 0.002
Si 0.0011 -0.0027 0.0036
Si -0.002 -0.0008 0.0013
Si 0.0069 -0.0036 0.0053
Si -0.0122 0.0009 0.0033
Si -0.0017 -0.0041 0.005
Si 0.0054 0.0138 0.007
Si -0.0045 0.0019 -0.0019
Si -0.0063 -0.0217 -0.0038
Si 0.0016 -0.0081 0.0006
Si 0.0105 0.0154 0.0033
Si -0.0042 -0.0065 0.0064
Si 0.0067 0.0137 0.0021
Si 0.0014 0.0025 0.0033
Si 0.0098 0.0069 0.0027
Si -0.0029 0.0046 -0.0016
Si -0.0055 -0.0037 0.0035
Si -0.006 -0.0078 -0.0061
Si -0.0103 -0.0041 -0.0006
Si -0.0043 0.0128 0.0059
Si 0.0086 0.019 0.0025
Si 0.0043 -0.0029 0.0016
Si -0.0041 0.0033 0.0026
O 0.0247 -0.1382 -0.0366
O 0.0902 0.0802 0.3269
O 0.3524 0.3168 -0.0998
O 0.0054 0.0675 0.2427
O 0.1492 0.0183 0.4916
O -0.619 -0.1801 0.1331
O -0.3822 0.1693 0.0375
O -0.3041 -0.0075 0.6831
O 0.515 0.2569 0.0868
O 0.003 -0.0902 0.0961
O -0.5533 0.37 -0.4031
O 0.1023 -0.1266 -0.2134
O 0.2743 0.3811 -0.0323
O -0.2311 0.2214 0.3165
O -0.3178 -0.6028 0.1534
O 0.33 -0.1312 0.1684
O -0.1156 -0.1258 0.4966
O 0.1006 -0.0701 0.2208
O -0.5112 0.1059 0.2026
O -0.2047 0.1922 -0.191
O 0.0143 0.1119 0.5628
O 0.2648 0.0186 -0.0002
O 0.0499 -0.0082 0.381
O 0.3227 -0.2759 0.4344
O -0.2654 0.0924 0.393
O 0.1584 -0.5077 0.2824
O 0.4243 -0.2674 -0.5703
O 0.1137 0.0894 0.1391
O 0.091 -0.4364 0.2923
O -0.3402 -0.6995 -0.0464
O -0.2098 -0.2154 0.3891
O 0.3558 -0.2268 -0.5449
O -0.2943 0.2296 -0.1788
O -0.0571 0.0315 0.4851
O -0.1345 0.0615 0.2007
O -0.1627 0.4048 0.2899
O -0.1186 0.215 0.2236
O 0.0678 0.2133 0.4775
O 0.1773 -0.283 -0.1442
O 0.0505 0.0686 0.3024
O 0.2964 -0.4395 0.1425
O 0.1997 0.1722 0.2228
O -0.2529 -0.4024 0.0485
O -0.5922 -0.0164 -0.4314
O -0.1511 0.1163 0.3712
O 0.285 0.0809 -0.0542
O -0.3569 -0.2112 0.1026
O -0.2 -0.0005 0.6021
O 0.0234 -0.296 -0.0458
O -0.5683 0.1406 0.1749
O 0.17 0.4298 -0.008
O 0.143 -0.0302 -0.4541
O -0.2558 -0.0541 0.4285
O -0.0244 -0.3935 -0.0152
O 0.1562 -0.0127 0.3301
O -0.4814 0.5818 -0.0967
O 0.2388 0.1888 -0.2284
O -0.3694 -0.3527 0.165
O 0.0582 0.1549 -0.1482
O -0.3874 -0.1018 0.2336
O 0.2117 -0.0275 -0.3458
O -0.0529 -0.1294 -0.3777
O -0.328 0.2807 0.0271
O -0.0913 -0.2194 0.1446
O 0.0199 -0.0335 0.1311
O -0.133 -0.5804 -0.19
O 0.0233 -0.1496 -0.0751
O -0.708 0.0792 -0.1137
O -0.0833 0.5918 0.0536
O -0.5409 -0.4213 -0.3351
O 0.0519 -0.1094 0.1749
O 0.2929 -0.3731 -0.2141
O -0.0117 0.0846 -0.345
O 0.1634 0.2938 -0.2001
O 0.0728 0.3187 0.2947
O -0.081 -0.4168 -0.0084
O 0.0812 -0.073 -0.4731
O -0.5611 -0.2196 -0.1655
O -0.2362 0.3862 -0.4163
O 0.315 -0.5793 0.0705
O -0.3314 0.0025 -0.2889
O -0.4727 -0.0768 -0.0769
O 0.128 -0.0539 -0.3934
O 0.2252 0.1702 0.3755
O -0.255 0.1012 0.6006
O -0.3748 -0.2175 -0.4444
O -0.1787 -0.2666 0.1093
O -0.1277 0.0266 -0.5644
O 0.1943 -0.0873 -0.0607
O -0.3299 -0.2497 0.3623
O 0.2921 0.141 0.0356
O -0.3647 -0.3607 0.1893
O 0.1619 0.1169 -0.5198
O 0.0721 0.6047 0.2822
O 0.5348 -0.4798 -0.2729
O 0.0306 0.2387 0.2532
O 0.525 -0.4488 -0.2595
O 0.4123 0.0026 -0.5346
O 0.5245 -0.0934 0.2588
O 0.342 -0.3011 0.0791
O -0.7138 -0.0749 0.1076
O -0.1058 0.0141 -0.3407
O 0.2127 0.0581 0.2391
O 0.2031 -0.0233 0.3972
O 0.0565 -0.0681 0.6719
O 0.1547 -0.2619 -0.4531
O -0.0031 -0.3115 -0.0718
O 0.0273 0.3219 -0.0387
O 0.701 -0.0893 -0.1561
O -0.4899 0.2686 0.185
O -0.4459 0.4132 -0.2995
O 0.2198 -0.333 -0.3901
O 0.0318 0.0809 -0.3422
O -0.4351 -0.119 0.0374
O 0.1739 0.1991 -0.5993
O 0.2709 0.0342 0.3002
O 0.2124 -0.2717 0.0394
O -0.2409 -0.119 -0.1606
O -0.103 0.1477 0.1086
O 0.1203 0.3203 0.084
O 0.5467 0.6006 -0.1425
O 0.634 -0.3927 0.1444
O 0.0368 0.253 0.2944
O -0.1416 0.2603 0.2537
O -0.0822 0.5038 0.0962
O 0.0319 0.406 -0.3189
O -0.4164 -0.1518 -0.4716
O -0.0923 0.1273 -0.2294
O 0.257 -0.0483 -0.083
O 0.2487 -0.3258 -0.302
O -0.1439 0.0762 -0.4758
O -0.4428 0.4048 -0.0296
O 0.0583 -0.2083 -0.2349
O 0.3745 -0.1377 0.0147
O 0.5389 0.216 -0.2915
O 0.4757 0.0867 -0.1182
O -0.1571 0.4875 -0.0833
O 0.2224 0.4288 0.0871
O -0.3295 -0.3263 -0.4782
O -0.129 0.5657 0.0098
O 0.0128 -0.0071 -0.2235
O 0.2525 0.2885 -0.4668
O -0.0402 -0.4466 -0.3973
O 0.5105 0.0734 0.0237
O -0.2411 -0.4902 -0.2235
O -0.0339 0.4263 0.3112
O -0.3144 -0.1108 0.3874
O -0.331 -0.3993 0.025
O 0.1056 0.755 0.0364
O -0.3906 0.3528 -0.0186
O 0.2051 -0.0406 0.3113
O -0.1454 0.0258 0.3724
O 0.3905 -0.3703 0.0933
O -0.1009 0.0694 -0.3192
O 0.1066 0.4635 -0.2011
O 0.27 -0.0131 -0.3421
O -0.2115 0.0613 0.243
O 0.2704 -0.6699 -0.317
O -0.5894 0.3921 0.3743
O 0.2458 0.1386 -0.3689
O 0.5225 -0.0193 -0.0338
O 0.364 -0.2223 -0.578
O -0.0414 -0.0795 0.4735
O 0.1118 -0.4495 0.0778
O 0.1638 -0.0123 0.5261
O -0.0741 0.0957 -0.279
O -0.5552 -0.0581 0.0399
O 0.3632 -0.0747 0.1633
O -0.1912 0.1566 -0.5851
O 0.0614 0.1206 0.4498
O -0.4387 -0.1507 -0.2537
O -0.4306 0.1418 0.168
O 0.1034 -0.2762 0.5179
O -0.1318 -0.2518 0.2432
O 0.5704 0.1765 0.375
O -0.287 0.2649 -0.4626
O 0.0144 0.3751 0.0279
O -0.0893 0.4644 0.0119
O -0.0911 0.3851 -0.3717
O -0.0855 0.1357 0.3941
O 0.3643 -0.4141 0.1062
O -0.0539 -0.0122 -0.0932
O -0.0522 0.1132 0.4162
O 0.0273 0.0309 0.2833
O 0.2248 0.2628 -0.0505
O -0.0458 0.5382 -0.5527
O 0.1777 0.299 0.1795
O 0.0243 0.0669 -0.2665
O -0.3811 -0.0697 -0.08
O 0.3516 -0.3299 -0.0152
O -0.0379 -0.1043 -0.6597
O 0.0878 0.3445 -0.1968
O 0.1605 0.4214 -0.4327
O -0.1834 0.0618 0.5565
O 0.355 -0.5131 0.1861
O 0.0529 0.2501 -0.3082
O -0.2212 0.5852 -0.1004
O 0.0468 -0.3447 0.2371
O 0.1417 0.376 0.4507
O 0.1117 -0.1267 -0.0285
O -0.0789 -0.4689 -0.4567
O 0.1646 0.5561 0.0081
O -0.5251 -0.2555 -0.0167
O -0.2132 0.4338 0.0089
O -0.344 0.5765 -0.4078
O -0.0797 0.0069 -0.4745
O -0.1533 -0.1568 -0.1809
O -0.4461 0.3891 0.2312
O 0.2517 0.2749 0.0455
O -0.0112 0.3664 0.2382
O -0.371 0.0697 0.1279
O -0.3763 0.6826 0.1391
O -0.5142 0.0863 -0.1055
O -0.1994 -0.0304 0.3931
O -0.421 -0.3063 0.1031
O 0.3218 -0.0789 0.2747
O -0.4892 -0.4397 -0.3643
O -0.2682 -0.5039 0.0438
O -0.1483 -0.1982 -0.484
O 0.6057 -0.2591 -0.2963
O -0.075 -0.3521 -0.5375
O 0.507 0.3287 0.0948
O -0.2562 -0.0046 0.2649
O -0.3961 0.178 0.2063
O -0.2102 0.2839 -0.3601
O 0.1107 -0.1096 -0.4618
O 0.314 0.1783 -0.1928
O 0.0015 -0.4436 0.1268
O 0.3639 0.3401 0.1826
O 0.3052 -0.2654 -0.035
O -0.2965 0.0409 0.4978
O 0.2753 -0.2636 -0.1773
O -0.3244 -0.4226 0.4637
O -0.372 0.2265 -0.0696
O -0.0184 -0.1157 0.1223
O -0.1643 -0.5324 0.0388
O -0.2061 0.1945 0.2405
O 0.4729 0.2718 -0.0348
O -0.416 0.3241 0.3196
O 0.1643 -0.6953 -0.3926
O 0.0134 -0.6025 0.1732
O 0.5153 -0.0248 0.3845
O -0.5254 -0.3149 0.0542
O -0.3084 -0.0519 -0.0627
O -0.0416 -0.2947 -0.3935
O -0.3426 -0.0549 0.1389
O -0.0871 0.1175 -0.3768
O 0.375 -0.2994 -0.0136
O 0.348 0.4303 0.0358
O -0.0136 0.0286 -0.0788
O 0.3987 -0.0886 -0.1346
O -0.0489 0.1783 -0.5531
O -0.0486 -0.1999 0.3749
O 0.1167 -0.0583 0.0909
O -0.1703 0.0951 0.342
O 0.2366 0.1506 -0.3394
O 0.1356 0.6782 0.4347
O 0.1173 0.5568 -0.1498
O 0.1735 -0.1234 0.3975
O -0.3788 0.3324 0.3385
O -0.0927 -0.2571 -0.4645
O 0.2895 -0.1896 0.0719
O 0.5013 0.1465 0.4612
O 0.413 0.3107 0.0229
O 0.4511 -0.4484 -0.2539
O 0.3012 0.1326 -0.3946
O -0.0601 -0.165 -0.0468
O -0.1567 0.2776 0.6501
O 0.0071 -0.224 0.6629
O 0.1113 0.4257 0.3726
O 0.3643 -0.4985 0.0125
O 0.0298 -0.3488 -0.105
O 0.0433 0.2093 -0.0619
O 0.2305 -0.1489 -0.3991
O -0.6634 0.036 0.0115
O 0.1973 -0.037 -0.4881
O 0.2514 0.2073 0.0437
O 0.2153 -0.0311 0.3598
O 0.001 -0.3157 -0.168
O -0.2419 0.0092 0.146
O 0.1858 0.2283 -0.1963
O -0.2378 0.2343 -0.3434
O -0.1254 0.0389 0.1488
O 0.0733 0.4721 0.3604
O 0.3468 0.1993 -0.4872
O -0.0733 -0.2702 0.4309
O -0.1597 -0.2551 0.3864
O -0.1937 0.1543 0.0279
